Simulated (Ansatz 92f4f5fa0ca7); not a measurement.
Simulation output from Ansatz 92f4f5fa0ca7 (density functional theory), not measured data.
Periodic cell of 252 atoms, Si144O100N8, from a study of silicon, its oxide and their interface. The atomic structure is a simulated model.

Settings
functional: r2SCAN
potential files: Ansatz norm-conserving
basis: plane waves
wave-function cutoff: 1300 eV
density cutoff ratio: 4
exchange-correlation grid ratio: 1
k mesh: 2 x 2 x 1, shifted by 0.5 0.5 0.5 of a step
self-consistency stop: 5e-08 eV per atom in the density residual
occupations: Fermi-Dirac, 0.05 eV
spin: none
net charge: 0

Cell vectors (angstrom)
a  10.888  0  0
b  0  10.888  0
c  0  0  35.8045

Atoms: element, x, y, z (angstrom)
Si  0.3604  -0.5501  0.3383
Si  2.4718  2.3966  0.2935
Si  0.1727  4.348  -0.4718
Si  1.7569  8.5058  0.9338
Si  4.6149  0.2084  0.0614
Si  7.4634  2.9902  -0.2198
Si  5.165  5.136  0.214
Si  8.0506  7.9787  -0.1263
Si  1.1964  1.1434  1.7322
Si  3.9299  3.7721  1.5926
Si  2.3386  6.317  0.5196
Si  3.7386  9.5537  1.6165
Si  6.4751  1.3059  1.1601
Si  9.3392  3.8768  1.1054
Si  6.6097  6.7265  1.2647
Si  9.3243  9.4483  1.3094
Si  -0.2571  2.6639  2.7138
Si  2.676  0.0424  3.1242
Si  0.0507  8.2881  2.6757
Si  2.6975  5.3959  2.685
Si  5.4405  2.5845  2.8362
Si  7.9732  0.0207  2.5546
Si  5.3411  8.1636  2.6698
Si  8.1836  5.4387  2.5434
Si  1.2213  4.076  3.9869
Si  4.116  1.379  4.3148
Si  1.2412  9.537  4.2799
Si  4.0213  6.7915  4.0561
Si  6.8309  4.0937  4.015
Si  9.3324  1.3114  4.067
Si  6.7374  9.5201  4.0161
Si  9.5984  6.7702  3.943
Si  -0.1259  0.0546  5.4951
Si  2.6497  2.7991  5.4412
Si  -0.0313  5.4315  5.43
Si  2.6853  8.1255  5.486
Si  5.465  -0.0638  5.5402
Si  8.1029  2.7274  5.4615
Si  5.4393  5.4488  5.3825
Si  8.192  8.1578  5.3153
Si  1.3168  1.401  6.7972
Si  4.08  4.1128  6.7781
Si  1.3495  6.7615  6.8297
Si  4.0753  9.4694  6.8511
Si  6.8051  1.35  6.8605
Si  9.5157  4.0678  6.8056
Si  6.8284  6.8133  6.7243
Si  9.4841  9.5042  6.7971
Si  0.0062  2.7397  8.2012
Si  2.7075  0.0179  8.1313
Si  0.0019  8.1752  8.1525
Si  2.7599  5.4395  8.1803
Si  5.4313  2.7463  8.1632
Si  8.2017  -0.0036  8.1903
Si  5.5025  8.1374  8.1727
Si  8.1632  5.465  8.1342
Si  1.4155  4.0781  9.54
Si  4.0855  1.3627  9.4991
Si  1.3764  9.5493  9.5122
Si  4.157  6.767  9.5372
Si  6.8257  4.1044  9.5222
Si  9.5533  1.3625  9.5687
Si  6.87  9.5177  9.5323
Si  9.5425  6.812  9.503
Si  0.0504  0.0181  10.9306
Si  2.777  2.7133  10.9115
Si  0.0451  5.4689  10.8359
Si  2.803  8.1866  10.8097
Si  5.5232  0.0447  10.8156
Si  8.195  2.7635  10.9006
Si  5.5129  5.4317  10.9612
Si  8.2385  8.1698  10.9171
Si  1.4362  1.3698  12.2961
Si  4.1547  4.0333  12.3118
Si  1.4262  6.8428  12.1452
Si  4.2486  9.5036  12.1208
Si  6.7967  1.4248  12.2535
Si  9.6218  4.1131  12.229
Si  6.9259  6.7994  12.3068
Si  9.5809  9.5508  12.3
Si  0.0962  2.7887  13.6421
Si  2.94  -0.0225  13.4554
Si  0.1364  8.1917  13.5879
Si  2.7618  5.47  13.508
Si  5.4938  2.7377  13.7936
Si  8.1895  0.0828  13.5814
Si  5.5873  8.2167  13.6048
Si  8.3305  5.4703  13.6666
Si  1.2429  4.408  14.9428
Si  4.3256  1.0548  15.0357
Si  1.8955  9.2437  14.7281
Si  4.0045  6.9697  14.7809
Si  7.2035  3.9012  15.0063
Si  9.3645  1.6431  14.8824
Si  6.6771  9.835  14.9676
Si  9.9432  6.644  14.9655
Si  -2.246  -2.3171  17.1574
Si  -9.0789  6.6971  29.7265
Si  10.1592  -15.8618  22.8613
Si  -8.9277  -14.1986  26.8432
Si  28.9678  -0.208  23.4447
Si  36.1212  -0.7072  19.7443
Si  23.4716  1.5915  19.3677
Si  0.931  23.4022  24.2557
Si  5.4901  1.1721  28.8818
Si  1.3473  2.4171  31.3564
Si  32.0894  11.2247  17.6196
Si  6.5691  10.6171  31.3166
Si  -7.4567  -16.1514  25.3382
Si  5.2859  3.4712  24.9342
Si  11.1696  19.5091  22.8361
Si  6.7635  22.7081  26.2744
Si  2.841  7.9524  21.5656
Si  6.2685  13.5143  22.438
Si  8.3337  -9.1898  32.7389
Si  1.0388  18.8668  32.4363
Si  9.8569  11.1751  22.4623
Si  -8.8998  -0.2586  26.388
Si  24.1808  10.9957  17.1415
Si  -2.8429  7.4221  27.3249
Si  -5.0991  -1.8399  33.7674
Si  6.0665  5.2715  27.0894
Si  18.6323  5.8235  31.3001
Si  -1.3306  -15.581  33.6281
Si  13.1394  5.3243  22.4244
Si  20.7027  17.2531  29.4409
Si  16.4678  -1.9827  21.3627
Si  14.2586  2.7341  22.7471
Si  21.9096  -10.7661  33.0917
Si  16.6171  4.033  29.7867
Si  18.652  -7.9607  27.9668
Si  3.3559  4.5807  31.4132
Si  3.6827  17.566  33.7035
Si  14.977  -20.3836  26.5522
Si  3.0961  13.9159  17.1551
Si  -2.7812  19.3613  29.9637
Si  9.787  23.767  20.0299
Si  5.3831  16.1378  17.0916
Si  8.2226  15.3353  20.8978
Si  12.6192  3.3338  26.3724
Si  -0.637  18.3101  25.3632
Si  9.4609  3.5628  30.4343
Si  13.1601  23.483  28.5865
Si  17.8565  -4.0153  19.2874
O  5.0565  -0.6318  34.5484
O  0.9756  -5.1894  35.6943
O  10.6266  7.0749  32.7913
O  -4.7655  11.1635  27.6354
O  -2.826  13.2853  34.1776
O  0.3667  11.0255  34.6751
N  -5.9099  -5.9665  25.8028
O  6.9529  10.7673  25.0611
O  -4.9921  -1.3976  32.2321
O  12.2282  3.1893  35.1556
N  3.7285  5.9584  35.2774
O  3.5263  1.3513  35.3459
O  9.1674  6.9938  34.9894
O  0.1001  -7.7124  30.6971
O  1.6665  19.9982  26.5922
O  13.0767  12.6268  23.2089
O  9.1882  14.3612  20.0551
O  3.446  -11.583  18.1161
O  5.5  -0.0217  15.4848
O  24.2735  6.4091  21.2489
O  -6.9809  3.4126  24.0997
O  2.7646  14.8011  21.838
O  -1.4285  12.172  18.6181
O  8.2778  2.7407  15.4534
O  7.8024  5.6855  19.9759
O  7.4612  -1.6352  16.2713
O  9.8139  -15.6078  24.424
O  16.7062  17.005  18.3949
O  8.7454  10.346  23.2708
O  15.5119  -4.6127  16.1074
O  15.8367  20.9413  20.3782
O  15.6222  2.2057  22.0466
N  14.8462  1.5891  28.2633
O  -8.3715  13.6788  18.6471
O  10.3582  7.3781  22.1468
O  8.9345  -2.8971  26.1162
O  9.7055  -1.1878  17.6594
O  7.9381  -3.0964  18.3786
O  22.2282  -4.915  29.249
O  11.414  17.8206  26.3908
O  9.0656  13.9988  28.9129
O  21.8074  -0.8651  22.0717
O  4.4058  14.5234  30.6219
O  -4.176  4.6593  16.3688
O  13.5106  30.6604  20.2567
O  1.5724  0.4766  27.7849
O  -9.7553  22.0702  25.1409
O  -3.9  -9.9346  32.2675
O  13.779  -8.5956  25.9975
O  4.4191  3.9589  17.3248
O  2.2403  4.8159  26.1032
O  6.4019  7.8537  20.4462
O  15.256  18.9819  22.0482
O  1.6074  -0.8347  16.1063
O  6.9699  12.1134  22.7564
O  -2.8421  -9.1407  26.8637
O  6.9503  -7.368  21.2898
O  -1.9251  -4.5885  28.0684
O  2.8922  18.951  15.2559
O  -3.6641  -2.1245  34.4875
O  6.6672  -4.1405  26.844
O  12.7645  8.4067  22.7672
O  11.3882  13.0285  20.2743
O  11.5721  16.0268  22.7571
O  8.1362  5.9645  32.8697
O  -3.0162  9.9171  30.6292
O  21.6652  -13.1662  24.3998
O  9.3902  -3.4485  16.2702
O  -5.9602  18.5849  33.7139
N  9.1579  5.2468  30.5372
N  14.221  1.4441  16.4342
O  24.8491  5.792  23.7547
N  6.4332  24.3975  29.0567
O  14.4859  -0.0928  26.1189
O  8.9913  15.9257  22.1896
O  -14.4875  7.2829  30.7319
O  1.5329  3.0565  27.9656
O  24.1486  -14.3883  28.3987
O  18.2052  15.0996  27.0617
O  23.7851  14.7189  16.256
O  1.5215  -3.1271  30.9116
O  22.4108  13.7869  25.2512
O  13.1573  3.5621  32.0295
O  11.487  9.5377  32.5862
O  11.0207  -5.3824  15.4634
O  20.3642  -10.3478  32.8247
O  14.1352  7.0987  25.9842
O  24.5223  11.5709  20.2197
O  20.9618  11.7639  16.1156
O  6.3126  4.1593  35.2441
O  9.6416  18.7944  30.0008
N  5.5018  12.9113  25.8407
O  -8.807  1.6244  30.1673
O  2.289  -3.392  33.3953
O  10.4925  -9.4336  23.3645
O  5.4337  -16.6666  28.5892
O  9.2201  33.6637  21.165
O  -6.9509  16.3975  32.6052
O  1.0153  12.1927  32.4607
N  22.8449  0.6119  18.0934
O  -4.4617  25.3026  23.7907
O  8.6486  2.8117  31.6184
O  5.5225  -10.6379  30.2061
O  28.3661  15.6523  30.9589
O  -4.5053  -1.3254  22.6023
O  10.2453  15.6361  33.9629
O  7.6837  8.5744  28.4047
O  13.6728  5.5628  30.2799

Results
free energy: -65711.309 eV
free energy less fixed offsets of N -289.75, O -463.61, Si -117.95 eV per atom: -47.509 eV
pressure: 0.06 GPa
stress xx, yy, zz, yz, xz, xy (GPa, positive in tension): -0.09, -0.08, -0.02, 0.24, 1.36, -0.38

Forces (eV/angstrom), in the order of the atoms: element, x, y, z
Si  -0.1148  -0.1061  0.2048
Si  -0.0215  -0.0681  0.0688
Si  0.0135  -0.0222  0.0796
Si  -0.075  -0.0057  0.0554
Si  -0.0629  0.0019  0.1189
Si  -0.0604  0.0281  0.1492
Si  0.078  0.04  0.0989
Si  0.0353  0.0313  0.1981
Si  0.0031  -0.0732  -0.0361
Si  -0.0744  0.1167  0.0194
Si  0.1558  0.013  -0.0847
Si  0.0306  -0.0972  -0.0745
Si  -0.0012  -0.0699  0.0644
Si  -0.0367  -0.0374  0.0171
Si  -0.0179  -0.0365  0.0317
Si  0.0265  -0.0368  -0.0954
Si  0.0162  0.011  0.0073
Si  0.0066  0.0231  0.0738
Si  0.0388  0.1416  -0.0946
Si  0.0535  -0.0314  0.0029
Si  0.0108  -0.0078  -0.0354
Si  -0.0027  0.0069  -0.0623
Si  0.0137  0.0526  0.0717
Si  -0.0291  -0.0018  0.0079
Si  -0.0123  0.0339  -0.0147
Si  -0.0167  -0.0543  -0.011
Si  0.0259  0.0222  -0.0068
Si  0.0223  -0.0341  -0.0176
Si  0.0282  0.0075  -0.0336
Si  0.011  -0.0391  0.0183
Si  -0.035  0.0053  -0.0162
Si  -0.0407  0.0368  0.0015
Si  0.0393  -0.005  0.0239
Si  0.025  0.0092  0.0063
Si  0.0071  0.0005  -0.0251
Si  -0.0344  -0.0072  -0.0144
Si  0.0121  0.0064  0.0007
Si  -0.0198  -0.0299  -0.0008
Si  -0.0049  0.0532  -0.0177
Si  0.0325  0.0557  -0.0177
Si  -0.0599  -0.0083  0.0074
Si  -0.0245  -0.0129  -0.0137
Si  0.0189  0.0018  0.0114
Si  -0.0034  0.0057  -0.0038
Si  -0.0091  -0.0056  -0.0049
Si  -0.0046  -0.01  0.0112
Si  0.0109  -0.029  -0.0148
Si  0.0161  0.0162  -0.0203
Si  0.0205  0.0287  0.0083
Si  0.0086  0.0129  -0.0131
Si  0.0139  0.0113  -0.01
Si  0.0029  0.0234  0.015
Si  -0.0045  -0.0221  -0.0026
Si  0.0008  0.0016  0.005
Si  -0.0147  0.0229  -0.0073
Si  0.0027  0.0104  -0.0032
Si  0.006  -0.0183  0.0063
Si  -0.0118  0.011  0.0016
Si  -0.0112  -0.0093  0.0068
Si  0.0061  -0.012  -0.0043
Si  -0.017  0.0069  -0.0054
Si  0.0169  -0.0226  -0.0087
Si  0.0052  0.0141  -0.0085
Si  0.0044  0.0024  -0.0051
Si  0.0094  0.0113  0.0071
Si  -0.0053  0.0001  0.0243
Si  0.0201  0.0107  0.0024
Si  0.013  0.0257  -0.0021
Si  -0.0104  -0.0192  0.0068
Si  -0.0135  0.0104  0
Si  -0.0119  0.0159  0.0043
Si  -0.0035  0.0201  0.0011
Si  -0.0064  -0.0035  -0.0084
Si  -0.0017  0.0165  -0.0238
Si  -0.0021  -0.0013  -0.0147
Si  -0.0241  0.0095  -0.0126
Si  0.0001  -0.0089  -0.0048
Si  -0.0004  -0.0001  -0.0244
Si  -0.0174  -0.0116  -0.0017
Si  0.0057  -0.0097  -0.0059
Si  -0.0052  -0.0127  0.0159
Si  0.0392  0.0097  0.0289
Si  -0.004  0.0095  0.0251
Si  0.0073  0.0089  -0.0073
Si  -0.0146  0.0111  -0.0187
Si  0.0014  0.0143  -0.0066
Si  -0.0038  0.0013  -0.0045
Si  -0.0034  -0.0109  -0.0097
Si  -0.0156  0.0252  -0.0955
Si  0.0275  0.0313  -0.168
Si  0.0027  -0.0287  -0.1526
Si  -0.0131  0.0161  -0.0842
Si  -0.0023  -0.0538  -0.1064
Si  -0.0349  0.0189  -0.1178
Si  -0.0658  0.0131  -0.1196
Si  0.0028  -0.0096  -0.1168
Si  -0.0282  -0.0144  -0.1624
Si  -0.0289  0.0105  0.1702
Si  -0.0448  -0.0318  -0.0982
Si  -0.005  -0.0356  0.0741
Si  -0.029  -0.0447  -0.1242
Si  0.0175  0.0299  -0.1677
Si  -0.0546  -0.05  -0.2028
Si  0.0179  -0.0004  -0.0699
Si  -0.0211  -0.0031  0.1288
Si  -0.0216  -0.0295  0.1906
Si  -0.0338  -0.0708  -0.2034
Si  -0.0034  -0.0518  0.2417
Si  -0.0265  0.0455  -0.0034
Si  0.0469  -0.0163  -0.0072
Si  0.0137  0.0232  -0.0873
Si  -0.0245  0.019  -0.0481
Si  0.0529  0.0481  -0.1472
Si  0.0376  -0.0079  -0.1219
Si  0.0261  -0.0073  0.2532
Si  -0.0073  0.0284  0.192
Si  -0.005  0.0286  -0.1485
Si  -0.0317  -0.0128  0.0669
Si  -0.0104  0.0135  -0.1669
Si  0.063  -0.0241  0.0666
Si  -0.0349  0.014  0.255
Si  -0.0046  0.0208  0.0025
Si  0.0838  0.0316  0.2222
Si  0.0457  -0.011  0.2129
Si  -0.0169  0.03  -0.1004
Si  -0.0038  -0.0251  0.1158
Si  0.0106  -0.0162  -0.1554
Si  -0.0153  -0.0787  -0.1056
Si  0.0454  -0.0369  0.2024
Si  -0.0421  0.0227  0.1565
Si  0.0389  0.0066  0.0406
Si  -0.033  0.0836  0.1677
Si  -0.0612  0.0514  0.2262
Si  0.0745  0.001  0.0983
Si  0.0921  0.005  -0.2102
Si  0.0237  -0.0415  0.1286
Si  0.0421  -0.0258  -0.1626
Si  -0.0112  -0.0132  -0.1717
Si  -0.0069  0.0536  -0.1588
Si  -0.0814  0.064  0.0355
Si  0.0076  -0.0199  -0.0038
Si  0.0111  0.0255  0.1569
Si  0.005  0.004  0.1231
Si  0.0052  0.0125  -0.2357
O  0.0871  -0.0678  -0.1687
O  -0.0056  0.0123  -0.0437
O  0.0363  0.0263  -0.1045
O  -0.035  0.0011  -0.0641
O  0.0388  -0.0348  -0.1596
O  0.006  0.1038  -0.1113
N  -0.0087  -0.019  -0.0108
O  0.0165  0.0192  0.0813
O  0.0335  0.057  -0.1872
O  0.0004  0.0073  -0.0782
N  -0.0994  -0.0101  -0.0611
O  0.0197  0.0395  -0.0502
O  0.0423  -0.0666  -0.1048
O  -0.0126  0.0048  -0.0611
O  0.0038  0.0244  -0.0292
O  0.0035  -0.0093  0.0451
O  -0.0173  0.0183  0.0418
O  0.0213  -0.0201  0.1079
O  0.0457  -0.0497  0.1005
O  -0.0178  -0.026  0.0611
O  -0.0238  0.0226  0.0902
O  0.0213  -0.0252  0.0614
O  -0.0303  0.0777  0.1367
O  -0.0028  0.0208  0.0706
O  0.041  -0.0711  0.0988
O  0.0477  -0.0223  0.1198
O  -0.0036  0.0124  0.032
O  0.0146  0.0391  0.1354
O  -0.0112  -0.0035  0.0476
O  0.0313  -0.0241  0.1
O  0.0085  -0.0226  0.0588
O  -0.0061  0.0173  0.0579
N  -0.0115  -0.0555  -0.1039
O  -0.0292  -0.0142  0.1524
O  0.0143  0.0041  0.0361
O  0.0024  0.0127  -0.0293
O  0.0442  0.0267  0.0708
O  -0.0237  -0.0271  0.1185
O  -0.0047  0.0098  -0.0464
O  -0.0175  -0.0013  -0.0095
O  -0.0423  -0.011  -0.0692
O  0.0043  -0.0159  0.0396
O  0.0893  -0.0391  -0.0869
O  -0.0223  0.0398  0.1053
O  -0.0201  -0.0553  0.0849
O  0.0436  0.0025  -0.0698
O  -0.0008  -0.0329  0.0241
O  -0.0324  -0.0225  -0.098
O  0.0982  -0.058  -0.0473
O  -0.0411  -0.0058  0.0814
O  -0.0136  -0.0014  -0.0145
O  -0.0423  0.0469  0.1111
O  -0.0388  -0.0213  0.0412
O  0.032  0.0489  0.1762
O  0.012  -0.0255  0.0406
O  -0.0206  -0.0421  -0.0257
O  -0.0411  -0.0531  0.0726
O  -0.0254  0.0286  -0.0832
O  0.0033  -0.0173  0.0696
O  -0.0629  0.0743  -0.1237
O  -0.0103  -0.005  -0.0064
O  -0.034  -0.0151  0.0468
O  -0.0355  0.0043  0.0696
O  -0.0003  0.0111  0.0224
O  -0.0733  -0.01  -0.1427
O  0.0105  -0.0095  -0.071
O  -0.0061  -0.0051  0.0401
O  -0.0245  0.0475  0.1079
O  0.024  -0.0002  -0.0409
N  0.0614  -0.056  -0.0864
N  -0.0672  0.0063  0.1
O  0.0145  -0.0034  0.037
N  0.031  -0.0068  0.0056
O  0.0347  0.0007  -0.0239
O  0.0397  0.0307  0.0787
O  -0.0061  0.0308  -0.0777
O  0.0185  -0.0178  -0.0568
O  0.0185  0.0342  -0.0906
O  -0.0097  -0.0009  -0.0169
O  0.0267  -0.0303  0.1566
O  0.0232  -0.0511  -0.1373
O  -0.0086  0.0195  0.0446
O  -0.0041  -0.0017  -0.0464
O  0.0018  -0.0261  -0.054
O  -0.0023  -0.0021  0.0636
O  -0.0471  0.0228  -0.089
O  0.0386  -0.0135  -0.0222
O  0.0268  0.0073  0.0974
O  0.0542  -0.0276  0.149
O  -0.0073  -0.0285  -0.0766
O  -0.0176  0.0201  -0.0465
N  -0.0714  0.0016  -0.0558
O  0.0408  -0.0157  -0.1143
O  -0.0098  0.0023  -0.0758
O  0.0145  0.0057  0.0451
O  0.0108  0.0075  -0.0456
O  0.0003  -0.0397  0.106
O  0.0157  -0.0563  -0.1443
O  0.0297  0.0758  -0.1191
N  -0.0413  0.0644  0.1459
O  -0.0292  0.0207  0.0604
O  0.021  0.043  -0.1299
O  -0.0646  0.0514  -0.1092
O  -0.0594  -0.0548  -0.0966
O  0.0373  0.0415  0.1035
O  0.0142  0.0041  -0.0941
O  -0.0234  0.0302  -0.0584
O  -0.0008  0.0012  -0.0642
